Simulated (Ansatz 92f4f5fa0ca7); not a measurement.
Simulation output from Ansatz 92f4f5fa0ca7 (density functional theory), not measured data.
Periodic cell of 192 atoms, Si128O64, from a study of silicon, its oxide and their interface. The atomic structure is a simulated model.
This geometry differs little from another in the collection (a relaxation step or a small displacement).

Settings: functional r2SCAN; potential files Ansatz PAW; basis plane waves; wave-function cutoff 800 eV; density cutoff ratio 5; exchange-correlation grid ratio 1; k mesh 1 x 1 x 1, shifted by 0.5 0.5 0 of a step; self-consistency stop 1e-10 eV per atom in the density residual; occupations fixed; spin none; net charge 0.

Cell vectors (angstrom)
a  10.888  0  0
b  0  10.888  0
c  0  0  27.8161

Atoms and the computed forces on them: element, x, y, z (angstrom), force x, y, z (eV/angstrom)
Si  -0.1614  0.0909  0.2512  0.0006  -0.0001  -0.001
Si  3.0452  2.4383  0.1455  0.0004  0.0001  -0.0006
Si  -0.2528  5.7271  0.067  0.0003  -0.0005  -0.0006
Si  3.0079  7.9585  -0.0448  -0.0003  0  -0.0008
Si  5.2874  0.2504  0.0059  -0.0001  -0.0001  -0.0004
Si  8.5419  2.4039  0.0928  0.0002  0  -0.0007
Si  5.1762  5.6486  0.073  0.0007  -0.0001  -0.0008
Si  8.3005  7.8346  0.0213  -0.0002  -0.0003  -0.0005
Si  1.4198  1.3281  1.4392  0.0001  0  -0.0005
Si  4.1012  4.0667  1.4398  0.0003  -0.0001  -0.0005
Si  1.377  6.8583  1.3177  0.0003  0.0003  -0.0008
Si  4.1514  9.516  1.3101  0.0001  -0.0002  -0.0004
Si  6.8173  1.4028  1.3503  0.0001  -0.0004  -0.0004
Si  9.5764  4.077  1.3833  -0.0001  -0.0003  -0.0007
Si  6.7885  6.7297  1.4079  0  -0.0002  -0.0006
Si  9.469  9.4093  1.3963  -0.0006  -0.0006  -0.0005
Si  0.0683  2.7449  2.7593  0.0004  -0.0004  -0.0008
Si  2.7667  -0.0668  2.7416  0.0001  -0.0001  -0.0006
Si  0.0188  8.1472  2.7512  0.0002  -0.0003  -0.0008
Si  2.683  5.4396  2.7195  0.0002  -0.0004  -0.0007
Si  5.5022  2.746  2.7754  -0.0003  -0.0001  -0.0008
Si  8.1393  -0.0309  2.713  -0.0003  -0.0004  -0.0007
Si  5.4866  8.1798  2.7266  -0.0002  0  -0.0009
Si  8.1567  5.3712  2.7564  0  -0.0002  -0.0009
Si  1.3775  4.0983  4.1397  -0.0002  0.0001  -0.0003
Si  4.1113  1.3404  4.0783  0.0003  -0.0004  -0.0001
Si  1.3692  9.5134  4.1053  0.0002  -0.0005  -0.0002
Si  4.0846  6.8099  4.0501  -0.0003  -0.0005  0.0001
Si  6.8312  4.065  4.1615  -0.0002  -0.0003  -0.0002
Si  9.539  1.3481  4.0469  -0.0001  -0.0003  0
Si  6.8076  9.5291  4.1177  0.0002  -0.0002  -0.0004
Si  9.5401  6.7642  4.0799  0.0003  -0.0002  -0.0001
Si  0.0055  0.0048  5.4355  -0.0005  -0.0005  -0.0004
Si  2.7463  2.7071  5.4505  -0.0001  -0.0004  -0.0006
Si  -0.0045  5.4368  5.481  0  -0.0005  -0.0005
Si  2.7263  8.148  5.443  0.0001  -0.0005  -0.0004
Si  5.4404  -0.0103  5.4701  -0.0004  -0.0006  -0.0005
Si  8.1945  2.6866  5.4642  0.0001  -0.0001  -0.0007
Si  5.4422  5.458  5.445  -0.0003  -0.0003  -0.0006
Si  8.1833  8.1489  5.4381  -0.0003  -0.0007  -0.0005
Si  1.3546  1.3622  6.8088  0.0002  -0.0003  -0.0007
Si  4.0944  4.0854  6.802  -0.0002  -0.0006  -0.0005
Si  1.3685  6.8085  6.8148  -0.0004  -0.0005  -0.0005
Si  4.0645  9.5161  6.8134  0.0001  -0.0005  -0.0006
Si  6.8038  1.3526  6.8133  -0.0004  -0.0003  -0.0005
Si  9.5274  4.0692  6.8245  -0.0003  -0.0002  -0.0006
Si  6.8079  6.8086  6.8113  0.0001  -0.0003  -0.0004
Si  9.5326  9.5242  6.7914  0.0001  -0.0004  -0.0006
Si  -0.0049  2.7218  8.1782  -0.0003  -0.0008  -0.0001
Si  2.7055  -0.0057  8.1709  -0.0003  -0.0007  -0.0002
Si  0.0049  8.178  8.1585  -0.0002  -0.0006  -0.0004
Si  2.7297  5.4411  8.1576  -0.0001  -0.0005  -0.0004
Si  5.4491  2.7307  8.1648  -0.0003  -0.0004  -0.0004
Si  8.157  -0.0144  8.1491  -0.0002  -0.0005  -0.0003
Si  5.429  8.1592  8.1661  -0.0006  -0.0006  -0.0003
Si  8.1623  5.4347  8.1739  -0.0003  -0.0008  -0.0002
Si  1.3644  4.098  9.51  -0.0005  -0.0002  -0.0002
Si  4.0622  1.3814  9.5076  0  -0.0001  -0.0001
Si  1.3383  9.5351  9.5422  0.0001  -0.0005  -0.0001
Si  4.0878  6.783  9.5361  -0.0003  -0.0005  -0.0003
Si  6.7994  4.0807  9.543  -0.0009  -0.0006  0
Si  9.4837  1.3665  9.5092  0.0001  -0.0006  -0.0006
Si  6.7746  9.541  9.5028  0.0003  -0.0002  0
Si  9.5404  6.8078  9.5076  -0.0002  -0.0004  0.0001
Si  -0.0412  0.0459  10.867  0.0003  0.0003  0
Si  2.7132  2.7518  10.8736  -0.0004  -0.0004  0
Si  0.0141  5.4452  10.8791  0  -0.001  -0.0004
Si  2.7026  8.1369  10.8724  -0.0002  -0.0003  -0.0005
Si  5.421  0.0321  10.8641  -0.0003  0.0003  -0.0003
Si  8.1262  2.6996  10.9124  0.0005  -0.0008  -0.0005
Si  5.4494  5.4267  10.924  -0.0009  -0.0006  -0.0006
Si  8.1437  8.1693  10.8188  -0.0001  -0.0004  -0.0004
Si  1.2968  1.4516  12.2139  0.0001  -0.0003  -0.0003
Si  4.081  4.0512  12.2898  -0.0006  0.0001  -0.0004
Si  1.3805  6.7697  12.2786  0.0005  -0.0003  -0.0007
Si  4.049  9.5462  12.1687  0.0004  -0.0007  -0.0003
Si  6.7238  1.3782  12.308  -0.0005  -0.0005  -0.0004
Si  9.5338  4.0666  12.2062  -0.0001  -0.0005  -0.0005
Si  6.8496  6.8119  12.2263  -0.0001  -0.0005  -0.0001
Si  9.4461  9.5647  12.1624  -0.001  -0.0001  -0.0004
Si  -0.0251  2.8022  13.6715  -0.0001  -0.0002  0.0007
Si  2.6389  0.0317  13.4569  -0.0002  0.0002  0.0001
Si  -0.0853  8.1938  13.4506  -0.0008  -0.0007  0.0002
Si  2.779  5.3997  13.69  -0.0004  -0.0004  -0.0004
Si  5.3668  2.7096  13.7608  -0.0005  -0.0004  0.0008
Si  8.0911  -0.0188  13.6012  -0.0005  -0.0006  0.0002
Si  5.4572  8.2184  13.4955  -0.0002  -0.0003  -0.0003
Si  8.219  5.4118  13.5711  0.0004  0  0.0006
Si  1.3417  4.1684  15.1498  -0.0001  -0.0013  0.0001
Si  3.8319  1.3072  14.996  -0.0007  0  0.0001
Si  1.234  9.5803  14.7379  0.0006  0.0009  0.0005
Si  4.2139  6.8542  14.914  0.0005  -0.0003  -0.0001
Si  6.7977  4.1775  15.0156  -0.0006  -0.0004  -0.0006
Si  9.4279  1.3591  14.9132  -0.0007  -0.0003  -0.0007
Si  7.8715  7.7308  16.1765  0.0005  -0.0002  -0.0006
Si  9.5945  6.8212  14.8954  -0.0006  0.0004  0.0007
Si  -0.0028  0.0698  16.2038  -0.0004  -0.0009  0.0004
Si  2.2043  2.3245  16.3599  0  0.0005  -0.0008
Si  0.4761  6.077  16.2997  0.0004  -0.0007  0.0002
Si  2.6824  8.2593  15.9515  0.0004  -0.0007  0.0008
Si  4.4986  -0.2298  16.6524  -0.0004  -0.0008  -0.0005
Si  8.2377  2.8367  16.2802  -0.0002  -0.0003  -0.0001
Si  6.0365  6.0741  16.2421  -0.0003  0.0004  0.0017
Si  6.8181  9.4325  14.9843  -0.0009  -0.0005  -0.0004
Si  1.1757  25.5671  25.8938  0.0014  0.0004  0.0008
Si  31.8481  -22.9785  21.358  0.0001  -0.0002  -0.0005
Si  -2.5991  0.247  23.5756  -0.0003  -0.0006  0
Si  7.7918  -9.6135  18.8579  -0.0001  -0.0005  -0.0011
Si  9.002  20.4418  18.3938  0.0004  -0.0007  -0.0025
Si  -2.6712  17.3175  23.447  -0.0005  0.0005  0.0004
Si  3.1351  11.4301  23.6203  0  0  0.0004
Si  -20.2998  -1.1544  25.634  0.0004  0.0001  0.0013
Si  -26.6404  -17.0045  25.0128  0.0002  -0.0013  0.0005
Si  -1.3852  -19.1999  25.2009  0.0002  -0.0002  0.0012
Si  9.6571  4.0952  22.5905  0.0003  0.0001  0
Si  -12.1787  4.7848  18.1977  0.0011  -0.0003  -0.0016
Si  10.0745  24.4062  20.2648  -0.0001  0.0007  -0.0011
Si  -6.2136  8.8152  23.2052  -0.0001  0.0007  0
Si  16.6653  13.0527  23.4804  -0.0003  0.0014  -0.0011
Si  39.3815  5.6293  19.0813  0.0004  0.002  -0.0032
Si  27.609  24.6853  20.48  -0.0016  0.0003  -0.0047
Si  17.1462  -14.4757  21.4967  0.0012  -0.0002  -0.0009
Si  1.4459  -16.6458  23.1482  0.0006  -0.0006  0
Si  12.4221  0.903  21.0233  0.0006  0.0007  -0.0006
Si  3.5874  -31.067  18.8979  0.0003  0.0004  -0.0005
Si  4.1364  -26.6833  23.0289  -0.0007  0.0002  0.0005
Si  43.4814  -24.8738  23.6515  0.0007  0.0003  0.0003
Si  17.6363  31.2162  25.5531  0.0003  0.0003  0.0009
O  -0.6786  21.0571  -10.3391  -0.0007  0.0006  0.0001
O  -12.3055  47.3582  -3.6572  0.0013  -0.0006  -0.0009
O  -8.4258  14.1471  -1.1306  -0.0004  -0.0004  0
O  -1.5665  -9.3385  -8.4719  0.0005  0.0004  0.0007
O  -15.7569  -0.3092  -1.3556  0.0002  -0.0001  -0.0011
O  22.2611  -0.5062  -1.1051  0.001  0.0004  -0.0006
O  2.1849  33.8549  -5.3335  0.0002  -0.0008  -0.0003
O  -3.6786  5.7541  -3.3062  0.0006  0.0004  0.0003
O  11.4305  8.9694  -3.2564  -0.0006  -0.0005  -0.0011
O  21.6347  5.8195  -10.0303  -0.0004  0.0001  -0.0001
O  10.0901  -6.8375  -8.2901  -0.0002  -0.001  0.0002
O  40.8638  -27.142  -9.3544  -0.001  0.0005  0.0002
O  10.9885  -8.3061  -1.9668  -0.0001  0.0007  0.0006
O  22.4644  2.1924  -7.248  -0.0001  -0.0008  0
O  1.6734  4.1881  -3.3874  0.0002  0.0002  -0.0007
O  7.7641  -32.952  -9.314  0.0005  0.0002  0.0001
O  15.4357  -10.3202  18.076  0.0003  0.0004  0.0012
O  15.5003  -5.6808  24.3564  0.0005  0.0024  -0.001
O  -4.2337  -25.6813  19.976  -0.0001  -0.0003  0.0004
O  19.2681  13.7682  26.3388  0.0009  -0.0005  -0.0009
O  -5.245  13.8345  22.0747  0.0002  -0.001  -0.0025
O  -3.4756  -2.5458  26.5476  0  -0.0003  -0.0011
O  5.6878  -16.0199  17.8339  0.0008  -0.0003  0.0001
O  2.8368  13.4722  17.8452  0.0003  -0.0011  0.0009
O  27.4073  -12.8963  24.5187  -0.0007  -0.0004  -0.002
O  -8.5843  -10.8272  24.9303  0.0016  -0.0004  -0.0016
O  7.4303  2.1512  17.5399  0.0008  -0.0002  0.0004
O  16.8682  21.0602  16.208  -0.0005  0.0001  0.0009
O  -9.8783  -15.1673  23.5967  -0.0003  0.0001  -0.0007
O  -2.4746  -2.6482  17.6584  -0.0001  0.0001  0.0007
O  32.9619  -6.4081  22.2312  0.0005  0.0006  0.0008
O  8.7016  5.3538  22.3271  0.0001  0.0003  0.0006
O  14.6557  10.1001  22.9887  0.0014  0.0013  0.0008
O  -3.3882  -14.2551  22.5063  0.001  0.0001  -0.0008
O  26.182  13.5088  19.8198  0.002  0.0002  -0.0005
O  20.3141  -7.1334  16.9548  0.0001  -0.0006  -0.0001
O  2.6419  11.5847  19.8626  0.0009  0.0004  -0.0003
O  -8.4244  30.4539  26.3915  -0.0006  0.0002  -0.0008
O  3.7472  -3.3818  23.4128  0.0008  0.0007  -0.0016
O  20.3652  17.6676  27.3534  0  0  -0.001
O  -6.7561  23.1177  27.385  0.0001  -0.0001  0.0004
O  17.1791  3.2327  24.5797  -0.0011  0.0021  -0.0029
O  20.3877  9.2453  19.9058  0.0004  0.0003  0.0003
O  3.5089  9.3576  16.8818  0.0009  0.0001  -0.0006
O  15.2359  12.4482  23.9622  0.0005  -0.0004  -0.0008
O  1.0572  1.2015  16.7367  -0.0002  0  0
O  -1.3588  -20.655  27.6726  0.0004  -0.0003  -0.0006
O  -4.4638  -6.5767  19.9527  -0.0003  -0.0009  -0.0001
O  13.7475  -5.6491  22.3793  0.0009  0.0003  0.0003
O  4.0906  -4.1074  27.3499  0.0003  -0.0001  -0.0004
O  9.2588  2.8358  21.6622  0.0005  0.0005  0.0001
O  7.973  -0.9149  24.6511  0  0.0002  -0.0007
O  -25.8519  1.6903  20.0588  0.0002  0.0002  -0.0005
O  22.3148  10.5333  21.1292  0  0.0006  -0.0002
O  -5.5305  -4.8568  21.9748  0  0.0016  0
O  5.4217  -2.2316  21.7616  0.0011  -0.0004  0.0004
O  8.9827  10.5441  22.231  0.0001  -0.0003  -0.0001
O  1.6459  -14.5953  16.66  -0.0003  -0.0008  -0.0005
O  0.4858  -16.6867  26.5719  0.0002  -0.0009  -0.0009
O  -0.3971  8.3587  22.1747  0.0006  0.0003  -0.0003
O  -1.4511  -14.6296  24.2286  -0.0002  0.0002  0.0001
O  20.2  1.2333  24.3433  0.0004  0.0001  -0.0009
O  28.6564  -9.8939  23.2775  0.0005  -0.0004  0.0003
O  27.6612  4.9099  26.6143  0.0002  0.0002  -0.0031

Results
free energy: -118376.697 eV
free energy less fixed offsets of O -570.45, Si -639.56 eV per atom: -4.217 eV

The program warned: the cutoff lies below the one the program advises for these potential files; the forces do not sum to zero within the program's tolerance; empty levels may hold ghost states of the PAW files; the exchange-correlation potential is rough where the density is thin.
